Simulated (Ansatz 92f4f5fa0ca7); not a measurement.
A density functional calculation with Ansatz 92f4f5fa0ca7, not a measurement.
Periodic cell of 300 atoms, Si196O104, from a study of silicon, its oxide and their interface. The atomic structure is a simulated model.
Doubt: the cutoff is far below the 930 eV that the study's wrapper takes by default for these files, so forces and energies are approximate.
This geometry differs little from another in the collection (a relaxation step or a small displacement).

Settings
functional: PBE
potential files: Ansatz PAW
basis: plane waves
wave-function cutoff: 580 eV
density cutoff ratio: 5
exchange-correlation grid ratio: 1
k mesh: 1 x 1 x 1, Gamma-centred
self-consistency stop: 5e-08 eV per atom in the density residual
occupations: fixed
spin: none
net charge: 0

Cell vectors (angstrom)
a  11.6015  0  0
b  0  10.938  0
c  0  0  42.1095

Atoms: element, x, y, z (angstrom)
Si  0  0  0.9665
Si  3.8672  0  0.9665
Si  7.7343  0  0.9665
Si  1.9336  1.3673  0.9665
Si  5.8008  1.3673  0.9665
Si  9.6679  1.3673  0.9665
Si  0  5.469  0.9665
Si  3.8672  5.469  0.9665
Si  7.7343  5.469  0.9665
Si  1.9336  6.8362  0.9665
Si  5.8008  6.8362  0.9665
Si  9.6679  6.8362  0.9665
Si  1.9336  2.7345  41.1424
Si  5.8008  2.7345  41.1424
Si  9.6679  2.7345  41.1424
Si  0  4.1018  41.1424
Si  3.8672  4.1018  41.1424
Si  7.7343  4.1018  41.1424
Si  1.9336  8.2035  41.1424
Si  5.8008  8.2035  41.1424
Si  9.6679  8.2035  41.1424
Si  0  9.5708  41.1424
Si  3.8672  9.5708  41.1424
Si  7.7343  9.5708  41.1424
Si  0  0  4.8337
Si  3.8672  0  4.8337
Si  7.7343  0  4.8337
Si  1.9336  1.3673  4.8337
Si  5.8008  1.3673  4.8337
Si  9.6679  1.3673  4.8337
Si  0  5.469  4.8337
Si  3.8672  5.469  4.8337
Si  7.7343  5.469  4.8337
Si  1.9336  6.8362  4.8337
Si  5.8008  6.8362  4.8337
Si  9.6679  6.8362  4.8337
Si  1.9336  2.7345  2.9001
Si  5.8008  2.7345  2.9001
Si  9.6679  2.7345  2.9001
Si  0  4.1018  2.9001
Si  3.8672  4.1018  2.9001
Si  7.7343  4.1018  2.9001
Si  1.9336  8.2035  2.9001
Si  5.8008  8.2035  2.9001
Si  9.6679  8.2035  2.9001
Si  0  9.5708  2.9001
Si  3.8672  9.5708  2.9001
Si  7.7343  9.5708  2.9001
Si  2.5462  -2.0376  29.1175
Si  3.71  -0.3656  31.4517
Si  7.6192  -0.1549  31.4063
Si  1.4991  1.7136  31.1689
Si  5.5834  1.1187  31.3895
Si  9.9568  2.0106  31.3621
Si  -2.1039  4.9148  30.4278
Si  3.8335  5.9123  32.1332
Si  7.3745  5.1149  31.3914
Si  2.2707  5.823  29.7011
Si  5.9185  6.9275  31.648
Si  11.3823  5.6686  31.5729
Si  1.8655  2.8588  33.2605
Si  5.7375  2.6201  33.3339
Si  9.704  2.8329  33.5208
Si  -0.0108  4.2658  33.4894
Si  3.8845  4.0706  33.5675
Si  7.672  4.0311  33.4675
Si  2.3042  7.6174  33.0905
Si  6.097  8.2606  33.534
Si  11.5898  7.948  32.1849
Si  -1.3428  8.8216  33.9558
Si  3.9715  9.338  33.4239
Si  8.0344  9.6586  33.4711
Si  -0.218  -0.2352  35.2413
Si  3.7562  -0.0854  35.2539
Si  7.6883  0.0748  35.3546
Si  1.7722  1.2315  35.092
Si  5.682  1.3174  35.2975
Si  9.6465  1.3758  35.384
Si  0.0391  5.5242  35.4453
Si  3.9078  5.4306  35.4739
Si  7.7984  5.5166  35.324
Si  1.9929  6.8096  35.3216
Si  5.8522  6.8214  35.3946
Si  9.7623  6.9464  35.3983
Si  1.8962  2.6179  37.1594
Si  5.8033  2.7149  37.2413
Si  9.6848  2.7479  37.2962
Si  0.0284  4.0752  37.2972
Si  3.8462  4.0239  37.3264
Si  7.7582  4.1127  37.2506
Si  1.935  8.2012  37.252
Si  5.7968  8.2297  37.288
Si  9.6535  8.2313  37.348
Si  -0.0053  9.5612  37.2985
Si  3.8424  9.5813  37.263
Si  7.7259  9.5994  37.2697
Si  0  0  39.2089
Si  3.8672  0  39.2089
Si  7.7343  0  39.2089
Si  1.9336  1.3673  39.2089
Si  5.8008  1.3673  39.2089
Si  9.6679  1.3673  39.2089
Si  0  5.469  39.2089
Si  3.8672  5.469  39.2089
Si  7.7343  5.469  39.2089
Si  1.9336  6.8362  39.2089
Si  5.8008  6.8362  39.2089
Si  9.6679  6.8362  39.2089
Si  1.9335  2.715  6.765
Si  5.835  2.7222  6.7545
Si  9.6263  2.6954  6.7959
Si  -0.0133  4.0173  6.6627
Si  3.8872  4.0525  6.71
Si  7.7287  4.1183  6.7906
Si  1.9531  8.2533  6.7483
Si  5.8494  8.2829  6.712
Si  9.6803  8.2411  6.7965
Si  0.016  9.6315  6.8347
Si  3.8907  9.609  6.7672
Si  7.7692  9.6343  6.8519
Si  -0.0136  0.069  8.8352
Si  3.8883  0.1206  8.6487
Si  7.7027  -0.0776  8.9553
Si  1.9651  1.4598  8.7798
Si  5.8553  1.4045  8.7237
Si  9.6091  1.402  8.822
Si  0.023  5.4693  8.448
Si  3.9822  5.5231  8.5138
Si  7.714  5.4822  8.7483
Si  1.9896  6.7887  8.5845
Si  5.8396  6.9413  8.6109
Si  9.6807  6.7578  8.6396
Si  2.0817  2.4754  12.7002
Si  5.9152  2.7942  10.6334
Si  9.7206  2.8939  10.6839
Si  0.0995  4.2237  10.382
Si  4.1233  4.3846  10.5416
Si  7.7336  4.2682  10.823
Si  1.9706  8.1882  10.4796
Si  5.4209  8.1477  10.6077
Si  10.1795  7.5396  10.7956
Si  -0.0195  9.3617  10.5726
Si  3.7007  9.7032  10.5247
Si  7.1916  9.7069  11.1437
Si  -0.1569  -1.09  12.849
Si  1.8858  -1.3058  13.9782
Si  10.1628  -2.3907  14.4007
Si  2.1299  3.1259  10.5019
Si  6.4094  0.4355  12.8034
Si  10.795  1.1309  13.0413
Si  0.108  5.9886  11.8999
Si  6.9506  5.8307  12.6093
Si  8.2797  7.8667  12.1851
Si  2.2629  7.0205  12.5419
Si  4.5926  6.28  11.9804
Si  10.7977  5.4958  14.6992
O  9.5476  4.6557  15.2858
O  -0.8221  7.1267  15.0094
O  -5.6709  12.7083  11.9657
O  9.7562  1.8175  11.9713
O  -0.8659  5.3313  13.0856
O  13.7431  7.9698  13.9442
O  12.0948  4.7007  15.256
O  10.1204  12.174  14.5142
O  5.1057  10.5565  13.4065
O  2.473  3.6478  13.8133
O  9.5563  4.7666  21.5748
O  8.5777  0.8719  16.4796
O  2.3221  7.4427  29.7725
O  3.6258  9.703  30.0413
O  5.7946  7.7104  30.17
O  2.6196  5.3723  28.1931
O  9.6125  5.4777  28.8836
O  1.0781  9.595  29.0368
O  5.5352  1.7823  29.859
O  11.4807  1.4503  31.0904
O  8.8596  11.7915  31.0201
O  7.5428  -1.231  30.1539
O  2.9316  0.5305  27.6576
O  -1.8975  3.2663  30.3228
Si  6.0864  3.1571  29.1801
Si  7.2321  8.9587  19.2316
Si  11.5088  1.2387  21.1458
Si  -0.479  9.189  29.2865
Si  8.7763  -6.4466  20.1546
Si  2.6665  1.918  21.5934
Si  8.4618  5.2801  25.5696
Si  5.3385  6.0841  25.351
Si  7.2002  0.4129  24.9246
Si  7.9402  4.6806  15.5005
Si  1.2569  11.6395  16.4311
Si  9.8731  0.1518  23.2362
Si  8.2038  2.4437  26.9329
Si  1.789  3.709  15.3082
Si  13.5626  4.9424  17.813
Si  14.555  10.9903  19.0382
Si  5.8413  11.4741  18.1432
Si  6.1656  2.8343  20.34
Si  3.5912  10.6236  12.7487
Si  5.7982  9.153  26.3565
Si  3.6297  4.3324  27.4371
Si  3.0603  10.2025  26.6359
Si  5.5541  9.0243  21.6124
Si  11.9562  -0.9412  25.1079
Si  9.754  5.9344  22.7116
Si  6.8396  8.559  29.2403
Si  10.7409  0.5108  27.541
Si  9.9707  11.2577  15.8584
Si  7.2851  1.5225  15.6954
Si  12.3703  7.6688  23.1301
Si  3.7275  6.8072  22.7666
Si  5.2109  11.8864  22.5407
Si  8.4392  8.6823  21.9194
Si  11.5097  6.7214  18.7214
Si  11.3622  3.8918  19.3135
Si  8.4223  6.4913  18.0458
Si  0.8299  -1.6318  20.3414
Si  3.6172  4.6131  20.4972
Si  2.0005  1.819  28.0424
Si  9.3379  6.8786  28.0998
O  11.6158  -0.1989  20.3478
O  4.9071  3.83  28.3006
O  7.0784  -1.0896  25.5889
O  7.6335  7.9221  18.0437
O  10.0611  6.6917  17.9322
O  6.93  8.919  22.5054
O  2.6387  3.049  27.1529
O  5.4901  7.6119  25.9207
O  12.5202  8.694  21.8546
O  2.2425  7.0137  23.4144
O  4.4139  10.7182  18.3788
O  7.979  7.5448  28.6878
O  3.0031  8.8325  27.5531
O  9.2361  5.3653  24.142
O  6.8429  5.4487  25.3714
O  11.2999  0.0821  24.0216
O  10.5804  7.9234  28.3724
O  9.7675  3.876  18.9889
O  7.4167  2.8767  28.2888
O  11.2659  11.5339  16.7997
O  1.7306  10.3756  15.4673
O  8.1088  -5.1028  19.5169
O  3.6356  5.9494  21.4001
O  4.7442  6.1103  23.8312
O  11.891  8.4855  24.4766
O  13.1482  2.1459  15.7286
O  11.5993  5.4728  19.8316
O  7.1279  1.5951  26.0428
O  7.7475  5.6058  16.8433
O  6.0658  9.2066  27.9679
O  1.9209  -0.6367  25.4703
O  2.7202  4.4695  16.4373
O  3.07  1.216  20.1732
O  5.999  1.0183  16.5823
O  9.0922  6.4622  26.5354
O  7.3685  3.1619  15.7038
O  4.5332  -0.8199  25.9579
O  4.2718  5.1416  26.171
O  2.3163  9.6303  19.7104
O  8.7294  3.7919  26.1808
O  5.1311  10.5886  21.5586
O  0.0832  8.1843  19.4122
O  5.8917  8.5027  20.0899
O  9.4798  1.4718  27.2116
O  11.2988  6.4641  22.8419
O  8.4635  9.0318  20.3204
O  4.3387  8.2517  22.3348
O  1.1672  6.3912  17.703
O  14.6264  4.9866  19.0319
O  6.0491  2.0856  21.767
O  2.0144  11.5504  17.8471
O  12.8178  1.4119  22.1094
O  11.5762  2.5706  20.2231
O  2.7002  3.5232  21.3026
O  8.6848  8.2135  13.7714
O  8.803  7.1463  22.2192
O  8.6288  0.6108  24.1619
O  3.699  1.5025  22.7872
O  7.0076  10.4137  18.5529
O  7.6745  3.3634  20.3757
O  5.9409  0.6312  23.9332
O  10.1286  1.2191  22.0218
O  12.4183  3.7675  18.0801
O  5.938  1.8666  19.0657
O  5.1298  4.0785  20.2655
O  11.04  -0.6805  26.4388
O  12.0454  1.499  27.6552
O  9.5416  -1.3334  22.6602
O  6.4535  4.1378  30.4107
O  7.212  0.9475  14.1513
O  7.2119  5.3329  14.1802
O  -1.2519  -0.3642  28.8776
O  12.1432  2.0464  13.0366
O  -0.5776  8.8312  30.8764
O  2.0625  2.152  29.6647
O  9.9259  -1.3044  15.6116
O  12.4346  -5.6013  30.2924
O  3.419  5.2236  30.6732
O  3.138  1.2596  12.8939
O  2.1905  11.2172  31.5817

Results
free energy: -183742.844 eV
free energy less fixed offsets of O -568.88, Si -635.61 eV per atom: 0.236 eV

Forces (eV/angstrom), in the order of the atoms: element, x, y, z
Si  0.0044  0.0524  0.0078
Si  0.0021  0.0295  0.0027
Si  -0.0068  0.0764  0.0296
Si  0.0062  -0.0869  -0.0191
Si  -0.0039  -0.0457  -0.0068
Si  -0.0034  -0.0354  0.0058
Si  0.0038  -0.0288  -0.0184
Si  0.0019  -0.0239  -0.0011
Si  -0.0009  0.0668  0.0024
Si  -0.0007  -0.0489  -0.0218
Si  -0.0091  -0.0227  0.0058
Si  0.0088  -0.024  0.0053
Si  0.0036  0.1541  -0.0777
Si  -0.0074  0.0687  -0.028
Si  0.0112  0.025  -0.0038
Si  -0.0174  0.031  0.0222
Si  0.0083  0.0706  0.0653
Si  -0.0156  -0.0529  0.0143
Si  0.0049  0.0731  -0.0217
Si  -0.025  -0.0059  0.0421
Si  0.0106  -0.031  0.0791
Si  -0.019  -0.0596  -0.0211
Si  0.0194  -0.0481  -0.0211
Si  0.0183  -0.0778  -0.0378
Si  -0.0048  0.0743  0.2027
Si  0.0014  0.1225  -0.159
Si  0.0988  0.1644  0.2736
Si  0.0623  -0.2019  -0.0411
Si  0.0758  -0.1443  -0.1188
Si  -0.1435  -0.083  -0.0114
Si  -0.081  -0.0411  -0.3489
Si  0.024  -0.0108  -0.1566
Si  0.0116  0.0829  0.1507
Si  -0.0011  0.0933  0.0619
Si  0.0613  0.0965  -0.0569
Si  0.0254  0.1729  0.2192
Si  -0.0041  0.0996  0.0361
Si  -0.0021  0.0593  0.0407
Si  0.0304  0.0809  0.0578
Si  0.0001  0.1054  -0.1103
Si  0.0114  0.0646  -0.0694
Si  0.0065  -0.0749  -0.0107
Si  -0.0013  -0.0068  -0.054
Si  -0.009  -0.0295  -0.0657
Si  0.0054  0.0225  -0.0089
Si  -0.0136  -0.0874  0.0437
Si  0.0248  -0.04  0.0338
Si  -0.003  -0.1581  0.098
Si  0.002  0.0062  -0.0167
Si  -0.0001  -0.0354  -0.0105
Si  0.0164  -0.0178  -0.0055
Si  -0.0001  0.0139  -0.0038
Si  0  0.0153  -0.0083
Si  -0.0049  0.0137  0.0279
Si  -0.0064  -0.0026  -0.0198
Si  -0.0041  -0.0236  0.0085
Si  -0.0126  -0.0274  -0.0117
Si  0.0049  -0.0159  -0.0086
Si  -0.0059  0.0163  -0.0139
Si  0.0115  -0.0083  -0.0082
Si  -0.0088  0.004  -0.0025
Si  0.0013  0.0136  0.0186
Si  0.002  0.0104  -0.0029
Si  0.0069  0.0051  0.028
Si  0.0172  0.0004  -0.008
Si  -0.0077  -0.0064  0.0086
Si  0.0069  -0.0101  0.0093
Si  -0.0129  -0.0003  0.0056
Si  -0.0057  -0.0064  -0.0122
Si  -0.0178  0.0193  0.0113
Si  0.0194  0.0201  0.0062
Si  0.0056  0.011  0.0068
Si  0.0089  0.0025  0.0014
Si  0.0025  -0.0026  -0.009
Si  0.0044  0.0029  -0.0074
Si  -0.0007  -0.0052  -0.0072
Si  0.0025  -0.0009  -0.0189
Si  -0.0138  -0.0058  0.0013
Si  0.0045  -0.0039  -0.0151
Si  0.0089  -0.0031  0.0034
Si  -0.0034  -0.0037  -0.0074
Si  -0.018  -0.0033  -0.0093
Si  -0.0002  -0.0077  -0.0069
Si  0.0065  -0.0138  0.0026
Si  -0.0119  0.0058  0.0026
Si  -0.0058  0.0069  -0.0016
Si  0.0021  0.0019  -0.0002
Si  0.0008  -0.0023  -0.0024
Si  0.0033  0.0032  -0.0057
Si  0.0073  -0.0017  -0.0011
Si  0.0028  0.0101  -0.0005
Si  -0.0016  0.0095  0.0001
Si  -0.0044  0.0112  -0.0019
Si  0.0032  -0.0066  -0.0009
Si  -0.0037  -0.0075  0.0026
Si  0.0057  -0.0055  0.0012
Si  0.0633  0.1061  0.1086
Si  -0.0326  0.0881  -0.085
Si  -0.0477  0.1237  0.0736
Si  -0.0446  -0.1391  -0.2892
Si  0.1005  -0.0371  -0.094
Si  0.0013  -0.0602  0.0802
Si  0.1208  -0.0534  0.0641
Si  -0.1353  -0.187  0.1357
Si  -0.0188  -0.0305  -0.0539
Si  -0.016  -0.0509  -0.1636
Si  0.0094  0.0093  -0.0737
Si  -0.0861  -0.1429  0.2936
Si  -0.0044  0.0065  0.0009
Si  0.006  0.008  -0.0047
Si  -0.0034  0.0064  -0.0016
Si  0.002  -0.0082  0.0002
Si  0.0037  0.0001  0.0121
Si  -0.0073  -0.0034  0.0081
Si  0.003  0.0053  0.0051
Si  0.0034  -0.0095  0.0162
Si  -0.0045  0.0129  0.0016
Si  -0.0001  -0.0079  -0.0042
Si  0.0006  -0.0025  -0.0077
Si  -0.0005  -0.0038  -0.0108
Si  -0.0044  0.0077  0.002
Si  0.0116  -0.0058  0.0137
Si  0.0021  -0.0027  0.0102
Si  -0.0022  0.0121  0.0064
Si  -0.0087  -0.0064  -0.0082
Si  -0.0021  -0.0006  -0.005
Si  0.0119  0.0052  0.0167
Si  0.0054  -0.0006  0.0025
Si  -0.0052  0.0102  -0.0164
Si  0.0009  -0.0083  0.0065
Si  0.0077  -0.0069  -0.0211
Si  -0.0198  -0.0116  0.0194
Si  0.0073  0.0271  -0.0364
Si  -0.0019  -0.0058  0.0147
Si  0.0288  -0.0015  0.0196
Si  0.0009  -0.0078  -0.015
Si  0.003  0.0385  -0.0046
Si  -0.0026  0.0002  -0.0054
Si  0.0056  -0.0191  -0.0012
Si  0.0111  -0.0249  0.0186
Si  0.0348  -0.0149  -0.0334
Si  -0.003  -0.0097  0
Si  0.0123  0.0219  -0.0095
Si  -0.0115  0.0072  -0.0019
Si  0.0167  -0.0117  -0.0097
Si  0.0158  0.0216  0.0364
Si  0.0019  -0.0073  0.0364
Si  -0.0004  -0.0102  0.0194
Si  0.007  -0.0088  0.0173
Si  0.0221  0.0394  0.0196
Si  0.0125  0.0053  -0.0067
Si  -0.0145  -0.0316  0.028
Si  -0.0694  0.0393  -0.0139
Si  0.0003  0.0068  0.001
Si  0.0032  -0.0183  -0.0286
Si  0.008  -0.0003  0.0222
O  -0.0077  -0.0001  -0.0001
O  0.002  0.0079  -0.0049
O  -0.0099  0.0052  -0.0067
O  -0.022  -0.006  -0.0093
O  -0.0261  0.0008  -0.0083
O  -0.0032  -0.0209  -0.0112
O  -0.0027  0.0029  -0.0007
O  0  0.0068  -0.0114
O  0.0069  0.002  -0.0069
O  0.0002  -0.0004  0.0062
O  -0.0008  -0.0004  -0.0023
O  0.0011  -0.0001  0.0008
O  -0.0057  -0.007  0.0103
O  0.0115  0.014  0.021
O  -0.0026  -0.0034  0.0097
O  -0.0032  0.0014  0.0074
O  0.003  -0.0156  0.0087
O  -0.0014  0.0031  0.0012
O  0.0034  0.0009  0.0038
O  0.0006  -0.0138  -0.011
O  -0.0029  -0.0031  -0.0121
O  0.0013  0.0079  0.0112
O  -0.0006  -0.0032  0.0021
O  -0.0004  0.011  -0.0092
Si  0.0024  0.0107  0.001
Si  -0.0027  0.0014  0.002
Si  -0.0001  -0.0003  0.0021
Si  -0.0021  0.0052  -0.0229
Si  -0.002  -0.0045  0.0014
Si  0.0002  -0.0003  0.0019
Si  -0.0026  -0.0008  -0.0032
Si  0.0005  0.0001  -0.0002
Si  -0.0045  -0.0005  -0.0002
Si  0.0016  -0.0057  0.0097
Si  -0.0028  0.0072  0.0048
Si  -0.0012  0.0003  0.0006
Si  -0.0032  -0.0009  -0.0067
Si  0.009  -0.0021  0.0034
Si  0.0011  0.0009  0.0001
Si  0.0018  -0.0009  0.0019
Si  -0.003  -0.0009  0.0019
Si  -0.0005  -0.001  0.0007
Si  -0.0055  -0.0014  0.0058
Si  0.0011  -0.0023  -0.0004
Si  -0.0012  -0.0021  -0.004
Si  0  -0.002  -0.0018
Si  -0.0016  0.002  0.0017
Si  -0.0004  -0.0004  -0.0019
Si  -0.001  0.0004  0.0026
Si  -0.0004  -0.0041  -0.0115
Si  -0.0026  -0.0018  -0.0038
Si  0.001  0.0058  0.006
Si  -0.0058  -0.0021  0.0034
Si  -0.0001  -0.001  -0.0001
Si  -0.0012  -0.0017  -0.0001
Si  0.0003  -0.0002  0.0027
Si  -0.0012  0  0.0035
Si  0.0021  0.0002  0.0011
Si  -0.0011  -0.0008  0.0019
Si  -0.0012  0.0022  0.0061
Si  0.0008  0.0004  0.002
Si  -0.0001  -0.0006  0.0011
Si  -0.0005  0.0021  -0.0065
Si  -0.01  0.0018  -0.002
O  -0.0005  -0.0009  -0.0006
O  0.0034  -0.0027  0.0055
O  -0.0004  0.0035  -0.0014
O  0.0006  -0.001  -0.0013
O  -0.0006  -0.0003  -0.002
O  -0.0004  -0.0004  -0.0018
O  0.0005  -0.0002  0.0006
O  -0.0006  0.0009  0.0006
O  -0.0009  -0.0002  -0.0011
O  0.0005  -0.0005  -0.0008
O  -0.0005  0.0007  0.0001
O  -0.0012  -0.0009  0.0041
O  -0.0011  -0.0002  0.0002
O  -0.0004  -0.0001  0.0004
O  0.0013  -0.0011  0.001
O  0.0002  -0.001  0.0001
O  0.002  0.0015  0.0021
O  -0.0009  0.0002  0.0007
O  -0.0077  0.0022  0.0099
O  -0.0026  -0.0004  0.0022
O  0.004  -0.0123  -0.0203
O  -0.0003  0.0004  -0.0019
O  -0.0003  0.0004  0.0005
O  -0.0003  -0.0003  0.0001
O  -0.0011  -0.0001  0.0002
O  -0.0023  0.0029  -0.0035
O  -0.0012  0.001  -0.0012
O  0.0017  0  0.0007
O  -0.0022  -0.0033  -0.0079
O  0.0002  0.0002  0.0019
O  0.0013  0.0007  0.0017
O  -0.001  0.0003  0.0015
O  -0.0012  -0.0003  -0.0012
O  0.0022  0.0009  -0.0018
O  0.0007  0.0002  -0.0022
O  0.0009  0.0057  -0.0013
O  -0.0019  0.0006  -0.0013
O  -0.0005  -0.0003  0.0005
O  -0.0015  -0.0007  0
O  -0.0009  -0.0017  0.0025
O  -0.0003  -0.0025  0.0002
O  -0.0014  -0.001  -0.0011
O  0.0004  -0.0001  -0.0009
O  0.0019  -0.0011  0.0024
O  -0.002  -0.0007  -0.0014
O  -0.0006  -0.0005  -0.0019
O  -0.0003  0.0003  -0.0014
O  -0.0013  -0.0014  -0.0006
O  -0.0009  -0.0006  -0.0004
O  0.0004  -0.0011  -0.002
O  -0.0006  0.0006  0.0025
O  -0.0006  0  -0.001
O  -0.0012  0.0013  -0.0019
O  -0.0007  0.0006  -0.0016
O  0.0011  -0.0124  -0.013
O  0.0003  -0.0017  -0.0002
O  -0.0015  -0.0005  0.0005
O  -0.0008  0  -0.0011
O  0.0005  -0.001  -0.0001
O  0.001  0.0023  -0.0008
O  0.0023  0.0002  0.0009
O  -0.0015  -0.0013  0.0001
O  -0.0001  0.0003  -0.0028
O  0.0001  0.0012  -0.0002
O  -0.0017  0  0.0004
O  -0.0028  0  0.0016
O  -0.0011  -0.0015  0.0016
O  0  0.0003  -0.001
O  0.0061  -0.0029  0.0027
O  -0.0029  -0.0012  -0.0058
O  -0.0035  0.0116  -0.026
O  -0.0045  0.0012  0.0011
O  -0.0436  -0.0024  0.0082
O  0.0094  -0.0042  0.0285
O  -0.0014  -0.0015  0.0142
O  0.0034  -0.0095  -0.0147
O  -0.0078  0.0044  0.0032
O  -0.0097  0.0037  -0.003
O  0.0094  -0.0176  0.0045
O  -0.0123  0.0068  -0.0007

The program warned: the cutoff lies below the one the program advises for these potential files; the exchange-correlation potential is rough where the density is thin.
